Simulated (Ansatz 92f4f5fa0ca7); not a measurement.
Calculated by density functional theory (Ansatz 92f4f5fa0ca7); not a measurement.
Periodic cell of 256 atoms, Si144O112, from a study of silicon, its oxide and their interface. The atomic structure is a simulated model.
This geometry differs little from another in the collection (a relaxation step or a small displacement).

Settings: functional r2SCAN; potential files Ansatz PAW; basis plane waves; wave-function cutoff 800 eV; density cutoff ratio 5; exchange-correlation grid ratio 1; k mesh 1 x 1 x 1, shifted by 0.5 0.5 0 of a step; self-consistency stop 1e-10 eV per atom in the density residual; occupations fixed; spin none; net charge 0.

Cell vectors (angstrom)
a	10.88	0	0
b	0	10.88	0
c	-0.5462	4.626	36.1336

Atoms and the computed forces on them: element, x, y, z (angstrom), force x, y, z (eV/angstrom)
Si	1.6482	-1.6454	0.1677	-0.0006	0.0015	-0.0052
Si	4.4515	1.0523	0.0238	0.0002	0.0015	-0.0045
Si	0.9788	4.3461	0.0113	-0.0002	-0.0012	-0.003
Si	3.8897	-3.8141	0.0938	0.0016	0.001	-0.0032
Si	-4.2769	-1.2275	0.1124	0.0006	-0.0005	-0.0027
Si	-1.6816	1.6753	0.0755	0.0018	0.0004	-0.0054
Si	6.9556	3.845	0.1476	-0.0009	0.0007	-0.0048
Si	-1.0764	-4.1709	0.1306	0.0018	0.0007	-0.0041
Si	2.7838	0.0134	1.3516	0.0009	0.001	-0.0006
Si	5.4676	2.6339	1.4471	-0.0016	-0.0002	-0.0005
Si	2.7063	-5.4796	1.2719	0.0005	-0.0001	-0.0011
Si	5.4133	-2.7024	1.4668	0.0009	-0.0001	-0.0018
Si	-2.708	-0.0081	1.3622	0.0001	0.0004	-0.0009
Si	-0.0713	2.7698	1.3805	-0.0003	-0.0003	-0.0012
Si	8.1519	5.4964	1.329	0.0009	0.0006	0.0011
Si	0.0862	-2.7311	1.5183	0	0.0008	0.0015
Si	1.3604	1.3838	2.6584	-0.0003	0.0004	0.0002
Si	4.0598	4.0575	2.6722	-0.0001	0.0006	-0.0007
Si	1.4327	-4.1439	2.7906	0.0002	-0.0001	-0.0018
Si	4.0819	-1.3264	2.8126	-0.0006	0.0003	-0.0006
Si	6.8283	1.3035	2.8092	0.0002	-0.0008	-0.0009
Si	9.4879	4.1297	2.7625	0.0006	0.0008	-0.0002
Si	6.8018	6.8027	2.7342	-0.0003	0.0003	0.0016
Si	-1.3364	-1.3348	2.7375	-0.0004	0.0002	0.0015
Si	0.0239	0.03	4.0678	0.0003	0.0002	0.0005
Si	2.705	2.7263	4.0553	-0.0009	0.0008	0.0008
Si	0.0118	5.4337	4.1204	0.0005	0.0005	0.0003
Si	2.7442	-2.7351	4.1269	0.0012	0.001	-0.0001
Si	5.4542	-0.009	4.1661	0.0003	0.0011	0.0009
Si	8.1656	2.7273	4.1107	0.0007	0.0005	-0.0005
Si	5.4286	5.4213	4.0502	-0.0007	0.0011	0.0007
Si	8.1662	-2.7053	4.0796	-0.0002	0.0003	-0.0003
Si	1.3574	-1.3414	10.9088	0	0.0003	-0.0011
Si	4.0854	1.3309	10.9004	-0.0005	0.0008	-0.001
Si	1.3574	4.0366	10.7792	-0.0009	0.0002	0.0004
Si	4.0981	-4.0478	10.7646	0.0001	0.0017	0.0009
Si	6.8187	-1.3413	10.8491	-0.0001	0.0008	0.0004
Si	-1.3808	1.3725	10.8633	0.0003	0.0008	0.0008
Si	6.8133	4.076	10.9063	-0.0001	-0.0011	-0.0011
Si	-1.3485	6.8093	10.8764	0	0.0007	0.0006
Si	2.7115	0.0055	12.3026	-0.0001	0.0008	-0.0002
Si	5.4663	2.6729	12.2511	-0.0001	0.001	0.0007
Si	2.7705	5.4	12.0208	-0.0002	-0.0008	-0.0005
Si	5.4082	-2.6789	12.1458	-0.0004	0.0011	0.0007
Si	-2.724	0.0148	12.2437	-0.0005	0.0013	0.0004
Si	-0.0005	2.7266	12.1857	-0.0005	0.0013	0.0012
Si	8.1863	5.4546	12.2478	0	0.0013	0.0002
Si	-0.0256	-2.6905	12.2513	-0.0007	0.0018	0.0004
Si	1.3244	1.3942	13.6213	0.0001	0.0014	-0.0016
Si	4.0763	4.0843	13.4712	-0.0005	0.0023	0.0001
Si	1.4177	-4.1566	13.3517	-0.0011	0.0005	-0.0008
Si	4.0948	-1.3669	13.6305	-0.0001	0.0011	-0.001
Si	-4.0909	1.3318	13.6779	-0.0011	-0.0003	0.0018
Si	-1.3227	4.0832	13.5926	0.0002	0.0017	0.0015
Si	6.7762	-4.015	13.4868	-0.0002	-0.0004	0.0021
Si	-1.3634	-1.3083	13.6619	-0.0004	0.0007	0.0015
Si	-0.2224	0.2808	15.0203	0.0002	0.0001	0.0053
Si	2.4802	3.0375	14.8274	0.0004	-0.0003	0.0049
Si	0.3232	-5.6127	14.7874	-0.0004	0.0019	0.0041
Si	2.9887	-3.1318	14.697	-0.002	0.0005	0.0052
Si	5.5981	-0.2179	15.057	-0.002	0.0013	0.0037
Si	-2.45	2.4974	14.9064	-0.0007	0.0004	0.0051
Si	5.2745	5.6194	14.7569	-0.0007	0.0015	0.0033
Si	-3.0631	-2.4222	14.8472	0.0012	0.0004	0.0043
Si	5.1517	-3.5791	18.8711	-0.0011	0	0.0048
Si	-1.5373	-2.2784	23.4663	-0.002	-0.002	0.0001
Si	1.1778	-0.7659	22.7561	-0.0014	0.0002	0.0022
Si	1.3462	-0.8037	-2.7048	-0.0012	-0.0019	-0.0055
Si	3.5295	1.2352	-2.9194	0.0012	-0.0005	-0.0048
Si	2.5581	2.4836	19.5184	-0.0013	0.0006	0.0044
Si	3.2549	-4.9852	22.2952	-0.0003	0.0003	0.003
Si	5.5566	0.407	-5.1235	-0.0006	-0.0014	-0.0049
Si	0.2325	0.6521	20.2188	-0.0019	-0.0003	0.0033
Si	1.5957	-2.5786	-5.0355	0.0002	0.0003	-0.0043
Si	4.2804	1.7487	17.133	-0.0012	0.0021	0.0066
Si	6.7537	-0.5477	22.9027	0	-0.0004	0.0016
Si	7.1198	-5.2836	-3.7645	0.0009	-0.0009	-0.0045
Si	6.2644	4.2381	-8.3451	-0.0007	-0.0004	-0.0026
Si	0.3971	3.427	-10.1385	-0.0015	-0.0017	0.0004
Si	-1.3296	-2.6113	-11.2072	-0.0003	-0.001	-0.0009
Si	8.061	-4.3689	21.8544	0.0005	-0.0005	0.0047
Si	2.8772	0.9689	24.6228	-0.002	-0.0022	0.0005
Si	0.8774	5.2684	-5.1825	0	0.0008	-0.0036
Si	2.5731	-3.0555	-8.7223	-0.0007	0.0037	-0.0032
Si	0.4298	-1.1429	17.7858	-0.0005	0.0022	0.005
Si	6.052	-4.5798	-10.557	-0.0025	-0.0004	-0.0013
Si	-1.5885	3.6253	-4.4064	-0.0003	-0.0012	-0.0038
Si	5.3703	-2.8011	21.6595	-0.001	-0.0002	0.0039
Si	4.2941	-2.0976	-6.3695	-0.0003	-0.0033	-0.0029
Si	-0.9112	1.1836	-2.8987	-0.0007	-0.0005	0.0006
Si	2.98	3.0135	22.5825	-0.0009	-0.0012	0.0021
Si	7.8259	-4.9929	18.9089	0.0007	0.001	0.0053
Si	-1.1609	-3.7697	16.9171	-0.0032	-0.0011	0.0062
Si	-2.3962	4.0549	23.1994	0.0001	-0.0022	0.0019
Si	6.6041	3.8703	17.0442	-0.0006	-0.0008	0.0062
Si	-2.704	-2.8406	-2.1181	0.0005	-0.0002	-0.0063
Si	2.671	-2.8701	17.6233	0.0011	-0.0003	0.006
Si	2.9055	-5.339	19.2972	-0.0004	-0.0012	0.0047
Si	0.72	-1.189	-7.5616	-0.0002	-0.0002	-0.0031
Si	1.8145	4.853	-8.1074	0.0015	-0.002	-0.0026
Si	3.8932	2.8908	-9.4656	-0.0008	-0.0015	-0.0005
Si	0.3618	3.7063	24.2076	-0.0034	-0.0012	0
Si	6.5477	-4.2951	-6.6112	0.0002	-0.0028	-0.0023
Si	7.6896	-2.9113	-8.8886	-0.0003	-0.0003	-0.0018
Si	-2.2759	1.4142	22.0459	-0.0015	0.0002	0.002
Si	2.2337	3.8191	-2.7249	-0.0003	0.0006	-0.0043
Si	1.7463	0.8572	-9.4529	-0.0014	-0.0024	-0.0012
Si	8.1194	-0.7577	-4.3028	-0.0011	-0.0009	-0.0048
Si	7.6941	2.1879	-6.6759	-0.0003	0.0009	-0.0041
Si	-2.2534	-0.5345	-7.404	0.0002	-0.0015	-0.0032
Si	2.3498	-3.0006	24.0574	-0.0021	-0.0003	0.0007
Si	4.9758	5.1632	-1.9815	-0.0001	-0.0007	-0.0052
Si	1.3581	-1.3595	5.4297	0	0.0002	-0.0004
Si	4.0666	1.381	5.4404	0.0002	0.0002	0
Si	1.367	4.0667	5.4592	0.0013	0.0007	0.0002
Si	4.1117	6.7853	5.4559	0.0003	0.001	0.0003
Si	6.8212	-1.3746	5.4855	0.0007	0.0009	0.0001
Si	-1.3345	1.3741	5.452	0.0009	0.0001	0.0006
Si	6.7835	4.0809	5.4328	-0.0002	-0.0002	-0.0003
Si	-1.3513	-4.0621	5.4348	0.0008	0.0003	0
Si	2.7204	-0.0033	6.7804	0.0004	0.0006	0.0003
Si	5.4327	2.7303	6.7952	0.0004	0.0002	-0.0003
Si	2.7342	5.4358	6.8065	-0.0004	0.0005	-0.0006
Si	5.4594	-2.741	6.8247	-0.0005	0.0016	-0.0004
Si	-2.6983	0.009	6.8156	-0.0006	0	-0.0005
Si	0.017	2.7167	6.8241	-0.0006	0.0002	-0.0003
Si	-2.7153	-5.4356	6.7697	-0.0002	0	-0.0002
Si	-0.0058	-2.7023	6.7935	0.0004	-0.0002	-0.0001
Si	1.369	1.3326	8.1556	0	0.0009	0.0003
Si	4.0927	4.075	8.1657	-0.0003	-0.0002	-0.0001
Si	1.3571	6.8136	8.1331	-0.0003	0.0001	0.0009
Si	4.0827	-1.3525	8.1406	-0.0005	0.0001	0.0007
Si	6.7955	1.3752	8.1488	-0.0002	-0.0003	0.0009
Si	-1.3663	4.0914	8.142	0.0001	0.0005	0.0008
Si	6.8326	-4.0944	8.1557	0	0	0.0005
Si	-1.3451	-1.3553	8.1727	-0.0007	0	0.0001
Si	0.0026	0.0057	9.5364	0.0001	0.0001	0.0009
Si	2.7452	2.6748	9.4935	0.0001	0.0012	-0.001
Si	-0.0014	5.4532	9.4887	-0.0006	0.0007	-0.001
Si	2.6946	-2.688	9.4874	-0.0005	0.002	-0.0008
Si	5.4429	0.0038	9.504	-0.0004	0.0002	-0.0005
Si	8.1536	2.7376	9.5072	-0.0006	0.0009	-0.0006
Si	5.4779	5.4296	9.5032	0.0001	0.0001	-0.0011
Si	8.1719	-2.7229	9.5138	-0.0002	-0.0003	-0.0001
O	-0.404	-2.4921	17.5189	-0.0016	0.0008	-0.005
O	1.2027	-0.0841	21.2947	-0.0028	0.0013	-0.0016
O	1.3993	4.1601	15.3599	0.0002	-0.0001	0
O	0.4302	-0.2555	16.4234	-0.002	-0.0005	-0.0041
O	6.7383	-1.3369	15.4738	0.0004	0.0013	-0.0021
O	0.3383	0.2765	-3.341	-0.001	-0.0001	0.0046
O	7.6232	-1.3956	-8.335	0.0003	-0.0013	0.0024
O	7.8364	3.2047	16.2453	0.0003	-0.0003	-0.0051
O	5.5599	5.2826	-3.4828	-0.0009	-0.0001	0.0021
O	2.4745	2.368	-3.3838	0.0004	0.0004	0.0001
O	6.5945	5.0039	-9.7402	-0.0012	-0.0005	0.0014
O	2.5454	-4.6209	-8.3751	0.0007	0.0004	0.0008
O	0.2084	-2.1295	-11.0908	-0.0022	-0.0005	-0.0002
O	8.0764	2.779	-0.3997	-0.0006	0.0005	0.0009
O	2.1652	-4.2577	18.3315	-0.0002	0.0013	-0.0018
O	-0.206	-4.7007	16.022	-0.0013	-0.0008	-0.0032
O	-2.4424	-3.2575	16.0891	-0.0014	0.0028	-0.0021
O	4.883	0.4018	16.4183	-0.0001	0.0004	-0.0033
O	4.4577	-3.9102	22.3844	-0.0017	-0.0024	-0.0004
O	-0.0507	-5.3268	-0.3895	0.0004	0.0002	0
O	5.5343	-0.1008	-0.3915	0.0001	-0.0013	0.0003
O	6.0932	4.3785	-1.1223	0.0002	-0.0007	0.0023
O	4.8686	-2.6192	20.1443	-0.0004	-0.0039	-0.0023
O	5.5127	2.7494	17.3934	-0.001	0.0009	-0.002
O	-1.9135	-3.2416	-9.8472	-0.0029	-0.0012	0.0014
O	-1.0565	1.0858	-1.3004	-0.0019	0.0017	0.0066
O	-1.1012	1.1271	20.9891	-0.0001	-0.0007	-0.0013
O	2.7546	-2.7312	-0.3763	0.0009	-0.0004	0.0012
O	1.484	4.644	-6.5444	-0.0004	-0.0001	0.0033
O	1.099	-2.5328	-8.3551	0.0013	0.0005	0.0021
O	4.4798	-4.723	-10.9046	-0.0006	-0.0009	0.0011
O	4.0129	1.654	-1.4276	-0.0007	-0.0017	0.0043
O	3.6484	1.9055	23.5482	-0.0005	-0.0008	-0.0007
O	3.196	2.4003	16.1357	-0.0027	0.0033	-0.0067
O	-0.651	4.791	-5.0037	-0.0008	-0.0011	0.001
O	-2.2955	-0.9457	-5.8382	-0.001	0.0005	0.0037
O	7.1761	4.495	18.4145	-0.0018	-0.0001	-0.0032
O	3.5974	4.3801	-2.0917	-0.0004	0.0012	0.004
O	-1.5568	-3.5503	22.4511	-0.0035	-0.0037	0.0002
O	5.7027	5.3722	-7.3076	0.0002	-0.0024	0.0025
O	2.8477	-0.2229	-2.8396	0.0006	0.0008	0.0027
O	7.9314	-1.5465	23.3271	-0.0024	0.0001	0.0007
O	4.1275	3.3417	-11.0203	-0.002	-0.0022	0.0009
O	1.9276	-1.5792	18.2673	-0.0023	0.0005	-0.0009
O	3.7772	4.4192	22.6862	-0.0013	-0.0001	0.0001
O	3.5146	1.5665	18.5612	0	-0.0001	-0.0033
O	7.3071	0.4749	21.7642	-0.0005	-0.0024	-0.0012
O	3.1965	-2.614	-5.2909	0	-0.001	0.0019
O	2.5357	-5.0373	20.8469	-0.0002	-0.001	-0.0027
O	-2.5609	-5.0951	20.4417	-0.0009	-0.0004	-0.0029
O	-2.6216	2.9955	21.983	-0.0008	-0.001	0.0006
O	4.2982	-2.8363	17.7072	-0.0024	0.001	-0.0016
O	-2.2224	0.6043	-3.6347	0.0009	-0.0008	0.0023
O	-2.2324	-1.9957	-3.4123	0	-0.0011	0.0036
O	-0.8955	3.541	-11.0971	-0.0015	-0.0002	0.0001
O	0.4826	4.6132	-9.028	0.0004	-0.0022	0.0013
O	1.2834	-2.1964	-3.505	0.0011	0.0013	0.0035
O	5.9317	5.0277	16.1303	-0.0026	0.0022	-0.0062
O	0.937	-1.0457	-1.1679	0.0013	-0.0003	0.0044
O	-1.8584	1.0725	23.5949	-0.0016	-0.0001	-0.0008
O	1.5959	0.2771	23.9226	-0.0011	-0.0005	-0.0001
O	6.5147	-0.6243	-4.3141	-0.0008	-0.0014	0.0006
O	5.4505	-1.3726	22.3978	-0.0005	-0.0018	-0.0014
O	-2.1167	2.6613	-5.5764	0.0006	0.0004	0.0021
O	6.8614	-3.3606	21.6039	-0.0026	-0.0005	-0.001
O	6.3087	-3.2426	-9.6719	-0.0005	-0.0016	0.0009
O	8.0635	3.3092	24.5787	-0.0021	-0.0012	0.0008
O	2.3159	-1.9305	22.8366	-0.0015	-0.0008	-0.0004
O	8.0557	4.2931	-3.6057	-0.0012	-0.0002	0.0023
O	2.8798	3.7608	-8.5785	-0.0024	-0.0013	0.0019
O	-0.2219	-0.3279	19.0162	0.0014	-0.0012	-0.0029
O	4.6657	-4.2998	-1.2633	-0.002	0.0011	0.0049
O	4.1099	-4.2114	15.205	0.0016	-0.0013	-0.004
O	2.8954	-2.7728	-10.2727	-0.0012	-0.001	0.0013
O	7.1594	-1.9501	-1.2398	-0.0011	0.0004	0.0045
O	6.319	0.269	24.2138	-0.0018	-0.0024	0.0005
O	-0.8151	4.4338	23.3472	-0.001	-0.0026	-0.0018
O	1.6463	0.0174	-8.0845	-0.0024	-0.0038	0.0006
O	1.4524	3.223	23.1082	0.0004	-0.0001	-0.0009
O	1.2811	3.6482	-1.43	-0.001	0.0001	0.0054
O	7.4833	3.4939	-7.6053	-0.0005	-0.0029	0.0015
O	4.6919	1.2005	-4.0246	-0.0041	0.0003	0.0033
O	1.6244	3.5791	-11.1654	-0.0009	-0.0004	0.0011
O	-0.7856	-0.8438	-7.9464	-0.0012	0.0005	0.0017
O	0.9384	-1.4348	-5.9827	0.0009	-0.0022	0.002
O	-1.3604	1.39	15.4345	0.0001	0.0016	-0.0014
O	3.2626	1.4138	-9.4956	-0.0009	-0.001	-0.0002
O	0.9299	-4.0096	-5.3308	-0.0005	0	0.003
O	2.2155	-2.7583	16.0797	0.0004	-0.0005	-0.0043
O	5.6016	-3.0371	-6.2715	-0.0001	-0.0029	0.0011
O	0.5777	1.9934	-9.4118	0.0005	-0.0026	0.0003
O	-0.7275	2.714	-3.3819	-0.0001	-0.0019	0.001
O	6.3788	1.5395	-5.9576	0.0001	-0.003	0.002
O	6.731	-3.8039	18.6431	-0.0004	-0.0018	-0.0015
O	7.7636	-3.8886	-7.6031	-0.0018	0.0003	0.0009
O	4.6671	-0.539	-6.1019	0.0019	-0.0007	0.0018
O	-0.3136	-1.3305	23.0093	-0.0008	-0.0006	0.0005
O	-1.7074	-4.6908	18.1014	0.0008	0.005	-0.0048
O	7.634	5.3811	22.9307	-0.0014	0.0008	-0.0026
O	7.501	-4.1908	-2.6509	0.001	-0.0002	0.0023
O	7.2798	-4.7577	-5.2644	-0.0002	-0.0008	0.0016
O	4.5038	-5.0608	19.1204	-0.0012	0.0014	-0.0005
O	1.5636	0.01	-10.8032	-0.0021	-0.0007	-0.0003
O	2.5386	4.0103	18.9392	-0.001	-0.0007	-0.0009
O	2.1949	-4.4691	23.399	-0.001	-0.0003	-0.0007
O	1.0538	1.882	19.553	-0.0004	0	-0.002
O	-1.4706	-3.2818	-1.1826	0.0012	-0.0011	0.0043
O	3.0748	2.5061	21.0527	-0.0009	0.0003	-0.0035
O	1.7044	4.8173	-3.87	0.0002	-0.0027	0.004
O	3.6736	-2.259	-7.8503	0.0007	-0.0007	0.0028
O	-2.5621	1.0273	-7.6007	0.0015	-0.0003	0.0035
O	5.2837	3.0043	-8.6832	-0.0009	-0.0012	0.0015

Results
free energy: -155993.574 eV
free energy less fixed offsets of O -570.45, Si -639.56 eV per atom: -6.534 eV

The program warned: the cutoff lies below the one the program advises for these potential files; the forces do not sum to zero within the program's tolerance; empty levels may hold ghost states of the PAW files; the exchange-correlation potential is rough where the density is thin.
